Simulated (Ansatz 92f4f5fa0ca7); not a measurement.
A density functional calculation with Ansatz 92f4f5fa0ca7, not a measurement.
Periodic cell of 262 atoms, Si166O96, from a study of silicon, its oxide and their interface. The atomic structure is a simulated model.

Settings
functional: PBE
potential files: Ansatz PAW
basis: plane waves
wave-function cutoff: 700 eV
density cutoff ratio: 5
exchange-correlation grid ratio: 1
k mesh: 2 x 2 x 1, shifted by 0.5 0.5 0.5 of a step
self-consistency stop: 5e-08 eV per atom in the density residual
occupations: fixed
spin: none
net charge: 0

Cell vectors (angstrom)
a 10.938 0 0
b 0 10.938 0
c 0 0 37.9992

Atoms and the computed forces on them: element, x, y, z (angstrom), force x, y, z (eV/angstrom)
Si 0 0 0.683 0.0497 -0.0632 0.0165
Si 5.469 0 0.683 0.019 -0.0143 0.0009
Si 2.7345 2.7345 0.683 0.0228 -0.0587 -0.0028
Si 8.2035 2.7345 0.683 0.0097 -0.0293 0.0057
Si 0 5.469 0.683 -0.0032 -0.0231 0.0011
Si 5.469 5.469 0.683 0.0061 -0.0277 0.0109
Si 2.7345 8.2035 0.683 -0.0003 -0.043 -0.0001
Si 8.2035 8.2035 0.683 0.0666 -0.0466 -0.0013
Si 1.3673 1.3673 2.0503 0.1657 -0.032 -0.001
Si 6.8362 1.3673 2.0503 0.0723 0.0223 0.0593
Si 4.1018 4.1018 2.0503 0.0738 -0.1607 0.0018
Si 9.5708 4.1018 2.0503 0.0799 -0.0895 0.0549
Si 1.3673 6.8362 2.0503 0.0821 -0.0131 -0.0165
Si 6.8362 6.8362 2.0503 0.0531 0.0232 -0.0051
Si 4.1018 9.5708 2.0503 0.1013 -0.036 0.0791
Si 9.5708 9.5708 2.0503 0.0581 -0.1083 0.0168
Si 2.7345 0 35.9477 -0.0352 0.0462 -0.0107
Si 8.2035 0 35.9477 -0.0676 0.0521 -0.1459
Si 0 2.7345 35.9477 -0.0303 -0.0618 0.0239
Si 5.469 2.7345 35.9477 -0.1942 0.0648 0.0567
Si 2.7345 5.469 35.9477 -0.0703 -0.0686 -0.0973
Si 8.2035 5.469 35.9477 -0.1288 0.1762 0.1409
Si 0 8.2035 35.9477 -0.0829 0.099 0.0321
Si 5.469 8.2035 35.9477 -0.0548 0.0798 -0.0594
Si 4.1018 1.3673 37.3149 -0.0548 0.0782 0.0054
Si 9.5708 1.3673 37.3149 -0.0331 0.0686 0.0018
Si 1.3673 4.1018 37.3149 0.0301 0.0036 0.0047
Si 6.8362 4.1018 37.3149 0.0068 0.0331 -0.008
Si 4.1018 6.8362 37.3149 -0.0043 0.0226 -0.0153
Si 9.5708 6.8362 37.3149 -0.0533 0.0406 0.0035
Si 1.3673 9.5708 37.3149 -0.0515 0.0508 -0.005
Si 6.8362 9.5708 37.3149 -0.0121 0.0116 -0.0006
Si -4.2433 1.3998 29.219 -0.0288 -0.0002 -0.0032
Si 5.619 -0.0369 27.6515 0.0174 0.0033 -0.0211
Si 2.1775 2.7871 27.1351 0.0017 -0.0015 -0.0039
Si 3.1471 1.5856 22.5591 -0.0014 0.0036 -0.0003
Si -1.472 4.2348 29.2147 -0.0195 0.0039 0.0269
Si 5.1443 5.7529 27.6781 -0.0256 0.0194 -0.0002
Si 2.8339 7.9339 27.4415 0.0061 -0.0194 -0.049
Si 7.9903 8.7812 27.7792 -0.0294 -0.0072 0.0073
Si 1.0938 0.7136 28.8685 -0.0146 0.0527 0.0601
Si 8.115 2.7726 28.0204 0.0208 0.0098 -0.0234
Si 4.1088 4.2378 29.2027 -0.017 -0.0078 -0.05
Si 11.0234 5.1726 27.6984 0.0114 -0.0096 -0.0401
Si 1.3082 6.8141 28.935 -0.0245 -0.0028 0.0253
Si 6.7806 7.0034 28.9449 0.0199 0.0048 0.0066
Si 4.0372 9.5417 28.8196 0.0114 0.0138 0.0396
Si 9.5827 9.7403 29.2603 0.0125 0.0441 -0.0272
Si 2.7077 -0.142 30.3278 -0.0303 -0.0011 -0.0218
Si 8.1493 0.1203 30.5826 -0.0035 -0.0139 0.018
Si -0.2373 2.9547 30.7107 0.0286 -0.0358 -0.0672
Si 5.3933 2.8081 30.5539 0.0439 -0.0024 0.0132
Si 2.6506 5.5645 30.4741 -0.0229 0.0327 0.0221
Si 8.0575 5.6267 30.4243 -0.0181 0.0111 -0.0297
Si -0.0749 8.1396 30.4211 0.0345 -0.0556 0.0036
Si 5.3927 8.2811 30.3511 0.0028 -0.0061 -0.0162
Si 3.9697 1.3643 31.7628 -0.0197 -0.0253 -0.0218
Si 9.4725 1.4434 32.0019 -0.0049 0.0059 -0.0081
Si 1.3254 4.2088 31.9115 -0.0061 -0.0064 -0.0014
Si 6.7974 4.1776 31.8548 0.0113 0.0049 -0.0343
Si 4.0711 6.9141 31.7984 0.0081 -0.0041 -0.0244
Si 9.4864 6.8627 31.8424 0.0173 -0.0037 -0.0061
Si 1.3305 9.5156 31.7809 0.0309 0.0098 -0.0067
Si 6.7569 9.603 31.8114 -0.0022 -0.0188 -0.0182
Si -0.0115 -0.0058 33.1879 0.0112 -0.0064 -0.0156
Si 5.3855 0.0353 33.169 0.0041 0.0068 -0.0042
Si 2.6786 2.7478 33.1968 0.0069 -0.0043 0.0065
Si 8.1178 2.8179 33.2965 0.0097 0.0134 -0.019
Si -0.0695 5.5313 33.25 -0.0048 -0.0113 -0.0115
Si 5.4154 5.5256 33.1964 -0.0053 -0.0018 0.006
Si 2.7035 8.2246 33.2077 -0.017 -0.0001 0.0018
Si 8.1421 8.2488 33.1978 0.0075 0.0029 0.0007
Si 1.3515 1.3578 34.5734 0.0003 -0.0005 0.0127
Si 6.7874 1.3606 34.5811 -0.0234 -0.0092 -0.005
Si 4.0916 4.0966 34.5605 0.0017 0.0015 0.0061
Si 9.5626 4.1176 34.6131 0.0111 0.001 0.003
Si 1.3592 6.85 34.589 0.0053 0.0059 -0.0008
Si 6.8245 6.8415 34.5746 0.0014 -0.0044 0.0092
Si 4.0862 9.5754 34.5721 0.0056 0.0022 0.0183
Si 9.5609 9.5706 34.5675 -0.0013 -0.0042 0.0125
Si 2.7611 0.0079 3.4295 0.0035 0.007 -0.0103
Si 8.2197 -0.0014 3.4136 -0.0011 -0.0088 -0.0052
Si 0.0196 2.7226 3.4176 0.0039 0.0047 -0.0096
Si 5.4803 2.7289 3.4345 -0.0093 0.0004 -0.0087
Si 2.7475 5.4615 3.4063 -0.0042 0.0018 0.0016
Si 8.2044 5.4618 3.4129 -0.0007 0.0029 -0.0092
Si 0.0213 8.2036 3.4243 0.0045 -0.0029 -0.0024
Si 5.4937 8.211 3.4284 0.002 0.0071 -0.0108
Si 4.1731 1.3202 4.8324 0.0186 -0.0085 -0.0095
Si 9.643 1.3025 4.778 0.0028 -0.0025 0.0045
Si 1.4242 4.0602 4.7772 0.0106 -0.0091 0.0061
Si 6.8759 4.0753 4.7998 0.0057 0.0005 0.0066
Si 4.1598 6.782 4.761 0.0097 -0.0228 -0.0053
Si 9.6101 6.7905 4.7672 -0.0019 -0.0004 0.0102
Si 1.4279 9.5495 4.7905 -0.0128 0.0099 -0.0029
Si 6.8885 9.568 4.8073 -0.0005 0.0152 -0.0067
Si 0.0819 -0.039 6.1943 0.0008 -0.0082 0.0076
Si 5.554 -0.0407 6.255 -0.0047 -0.0005 -0.0025
Si 2.8157 2.7156 6.166 -0.0155 0.0174 -0.0024
Si 8.2698 2.6601 6.1048 -0.01 0.0017 -0.0164
Si 0.0123 5.3759 6.1239 0.0083 0.0167 -0.0033
Si 5.5296 5.4546 6.1817 -0.0246 0.0036 0.0121
Si 2.8041 8.1364 6.1027 -0.002 0.0103 0.0262
Si 8.2984 8.1956 6.1293 0.0101 0.0005 0.0064
Si 1.4737 1.3445 7.5407 -0.0097 0.0023 0.0148
Si 7.0206 1.3467 7.5967 0.0318 0.0147 0.0317
Si 4.2117 4.0384 7.57 -0.003 0.0076 -0.0067
Si 9.6317 3.9504 7.503 0.0118 -0.0207 0.0309
Si 1.4025 6.7676 7.4059 0.0168 0.0253 -0.0134
Si 6.9496 6.8477 7.4895 -0.0122 0.0048 0.0117
Si 4.1908 9.4038 7.5356 0.0099 -0.0143 -0.0003
Si 9.6869 9.4802 7.5694 0.0024 -0.0073 -0.0166
Si 2.9028 -0.0597 8.7994 -0.0241 -0.0087 0.0126
Si 8.4361 -0.0484 8.9761 -0.0269 0.0035 0.0169
Si 0.0507 2.616 8.9633 0.0125 0.0237 0.0197
Si 5.6951 2.7719 8.9726 -0.0102 -0.0388 0.0129
Si 2.6669 5.3604 8.7831 0.027 0.039 0.0162
Si 8.2756 5.3937 8.7575 0.0032 0.0101 0.0273
Si 0.0534 7.9919 8.9093 0.0437 0.0385 0.0198
Si 5.7069 8.2144 8.962 -0.0062 -0.0138 0.0157
Si 4.5499 1.0355 10.0115 0.0243 0.0061 0.0138
Si 10.0009 1.0258 10.4033 0.0114 0.0018 0.0154
Si 1.1508 4.279 10.1744 -0.0317 -0.0383 0.0137
Si 6.8461 4.4112 10.2982 -0.0109 0.0107 0.0111
Si 4.7627 6.817 10.5838 -0.0323 -0.023 -0.0582
Si 9.8043 6.4237 10.1718 -0.0183 -0.0383 0.0197
Si 1.6481 10.0604 10.6271 -0.0147 -0.0282 -0.0502
Si 6.8438 9.8061 10.3019 -0.0087 0.0134 -0.0111
O 5.4684 3.1849 25.1768 0.0042 0.0052 0.0243
O 28.7032 31.7083 27.1952 0.0036 -0.017 -0.0326
O 3 2.6376 25.7386 0.0187 -0.0068 0.0084
O 8.946 8.3058 26.5289 0.0008 -0.0143 -0.0174
O -0.0131 5.3266 10.7212 0.0031 0.0192 0.0172
O 33.808 30.5304 10.1106 -0.0075 0.0145 0.0679
O 0.3555 0.1255 10.9894 -0.0083 -0.012 0
O 5.7666 5.5352 10.8758 -0.0033 -0.0001 0.0113
O 7.8385 3.9298 11.5424 -0.011 -0.0149 0.0037
O 9.0425 7.024 11.4961 0.0064 0.004 -0.008
O 2.6243 9.6826 11.9127 0.0024 -0.0218 -0.0068
O 9.0948 1.5784 11.6793 0.0079 0.0106 -0.0079
O 7.5311 9.1906 11.6894 0.002 -0.0218 0.0014
O 5.6446 -0.0317 10.6949 -0.0021 0.0122 0.022
O 4.3485 7.592 11.9666 -0.0109 0.019 -0.002
O 2.0096 3.8271 11.5162 0.0036 -0.0009 -0.0083
O 9.2686 3.2203 25.2211 -0.0134 -0.013 -0.0282
O 1.0395 3.9687 27.0411 0.004 0.0055 0.014
O 10.222 5.9298 26.4644 -0.0124 0.0158 -0.0141
O 0.5746 2.0682 29.5872 -0.0071 -0.0096 -0.0386
O -0.1041 21.5215 28.521 -0.0288 0.0058 -0.0009
O 2.2 8.4117 25.9724 -0.0054 -0.0104 0.0023
O -3.6696 14.7129 27.0178 -0.0106 -0.0036 -0.041
O 3.2382 3.1352 28.318 -0.0257 0.0053 -0.0284
Si 6.2912 8.6439 19.499 0.0025 -0.0057 -0.0079
Si 8.0436 5.2956 16.757 0.0016 0.002 0.0064
Si 1.3231 1.987 16.7813 0.0026 0.0021 0.0043
Si 1.3908 5.6206 19.922 0.0047 0.0038 -0.0029
Si 3.1677 3.9133 18.2662 -0.0012 -0.0023 0.0003
Si 9.8761 8.9797 15.0948 -0.0009 -0.0058 0.002
Si -4.7516 15.4007 25.9661 0.0048 -0.0208 0.0058
Si 8.1852 0.2609 15.754 -0.0007 0.0037 0.0076
Si 0.2908 -0.0523 18.668 0.0016 0.0039 0.0042
Si 2.1034 9.0135 15.2574 0.0007 -0.0059 0.0052
Si 5.5336 6.1863 21.5269 -0.001 0.0007 0.0008
Si 2.831 -0.5933 20.2594 -0.0036 0.0053 0.0033
Si 8.2495 2.6898 12.5348 -0.0052 0.0032 0.0041
Si 2.7255 7.5941 21.7787 -0.0042 -0.0013 -0.0017
Si 0.4907 0.5557 23.7969 0.0042 -0.0005 0.005
Si 8.2051 7.9453 12.5322 -0.0094 0.0098 0.0087
Si 9.5493 5.1206 19.1284 -0.0024 0 0.0018
Si 8.7789 9.2587 17.7879 -0.0018 -0.0079 0.0092
Si 9.4185 1.6489 25.6524 0.0063 -0.0088 0.0066
Si 3.6231 8.7521 12.8475 0.0032 -0.004 0.0012
Si 4.7962 3.1755 20.757 -0.0081 -0.0016 -0.0033
Si 1.3749 -2.4269 24.5452 0.0048 0.0041 -0.0067
Si 2.8953 1.0954 14.5016 -0.0021 0.0017 0.0025
Si 7.3433 5.5261 24.1293 0.0113 -0.0095 -0.0123
Si 6.5204 6.9066 14.7816 -0.0015 -0.001 -0.0043
Si 5.3225 4.5538 16.0742 -0.0031 0.0012 0.0067
Si 9.3495 13.1328 19.7053 0.0082 -0.0016 -0.0061
Si -1.3112 7.1709 25.5816 0.0048 -0.0052 0
Si 8.5223 0.9001 23.1757 -0.0043 -0.0047 -0.0055
Si 2.9864 2.7332 12.1899 0.0082 -0.0099 -0.0055
Si 5.6104 9.8256 14.999 -0.0069 0.0035 0.0002
Si 6.8214 0.6196 20.797 0.0042 -0.0058 -0.0001
Si 5.3726 2.4961 13.7729 0.0001 -0.0031 -0.0009
Si 9.4882 2.9316 15.3954 0.0031 0.0028 0.0028
Si 4.0683 9.4902 17.553 -0.0013 -0.001 0.0038
Si 4.4146 1.9327 25.2993 -0.0128 -0.008 -0.0006
Si 10.4712 4.1899 21.5287 -0.0026 -0.006 0.0082
Si 8.823 3.7884 23.7531 0.0192 -0.0043 -0.0126
O 6.5814 4.6543 17.1177 -0.0003 0.0166 -0.0273
O 5.5272 4.6514 20.9064 -0.0013 0.0005 0.0078
O 9.4225 5.2438 20.7688 0.0291 -0.0353 0.0011
O 7.7919 8.5225 18.846 -0.0086 0.0173 -0.0105
O 7.9934 -0.3338 17.2661 0.0236 -0.015 -0.0274
O 5.1356 -2.4452 18.3235 0.018 0.0136 0.0085
O 4.7988 -0.5988 16.3467 0.0101 -0.0153 0.0073
O 10.1063 2.6693 21.0646 -0.0134 0.0319 -0.0152
O -0.0144 1.1682 25.2361 -0.023 -0.0082 -0.0329
O 2.7372 5.2621 19.0906 -0.0219 -0.0105 0.0022
O 6.7913 2.1214 13.0561 0.0067 0.0224 0.0037
O 4.5044 1.1535 14.1555 -0.0217 0.0234 -0.0105
O 5.7851 1.8752 20.9325 -0.0032 0.0107 -0.0056
O 4.3517 3.4026 12.8378 -0.0056 -0.032 0.0056
O 3.2019 -1.9683 21.0491 -0.0129 -0.0034 -0.0005
O 8.5894 5.9703 18.1452 0.0021 -0.0169 -0.0189
O 8.3463 11.6505 24.8042 0.0334 0.0297 -0.0066
O 7.4301 0.132 22.2546 0.0069 0.0223 -0.0142
O 9.566 10.5962 15.0905 -0.025 -0.0166 0.0144
O 2.6599 1.9338 15.8602 -0.0169 -0.019 -0.0247
O -1.871 12.5727 27.2288 -0.0082 0.0213 -0.0252
O 3.6399 3.0265 21.9293 0.016 -0.0157 -0.0121
O -0.5405 12.2416 18.8949 -0.0103 -0.0123 0.0175
O 15.0779 12.1798 23.8342 -0.0175 0.0207 -0.0002
O 1.5866 1.541 23.0745 0.0085 -0.0253 0.0095
O 10.215 9.6294 18.4805 -0.0149 0.0188 -0.0104
O 3.5455 10.4447 18.7833 -0.0049 -0.0136 0.0048
O 9.2532 8.4012 13.7047 -0.009 0.0004 0.0096
O 10.2503 4.3335 23.1172 -0.0177 -0.0215 -0.0244
O 1.123 0.437 17.334 0.001 0.0086 0.0001
O 12.5884 12.2044 27.4318 0.0057 0.001 0.0254
O 2.1253 1.8977 13.3019 0.0332 0.0047 0.005
O 1.2084 -0.8705 24.0919 -0.0146 0.0054 0.0084
O 5.2874 5.8595 15.0668 0.0278 -0.0078 0.0193
O 0.5201 8.6697 15.2639 -0.0018 0.0162 -0.0094
O 6.9127 -0.1469 14.8174 0.0058 -0.0139 0.0274
O 7.8273 6.3506 15.5564 -0.0241 0.0004 0.0064
O 9.1977 4.3176 16.1693 -0.0084 -0.0121 -0.0012
O 6.1246 7.3692 20.5338 -0.0126 -0.0022 0.0012
O 3.3027 0.5492 21.3084 -0.0233 -0.0048 -0.0019
O 2.8061 8.7625 16.7424 -0.0029 0.0195 -0.0211
O 0.0524 2.4697 15.86 0.0011 -0.0102 0.008
O 2.1531 7.7894 23.2981 -0.0068 0.0082 -0.0063
O 9.2341 3.1358 13.7759 -0.0176 -0.0112 0.0048
O 5.6657 3.2638 15.1578 -0.0094 0.0068 -0.0156
O 6.433 6.1328 22.8999 -0.0117 0.0021 -0.012
O 2.7783 8.0744 14.088 -0.0002 0.0295 -0.0014
O 8.0476 1.2548 19.9221 0.0061 -0.0021 0.0139
O -1.8142 3.5512 18.8199 0.0042 -0.0023 0.0231
O 12.5296 -3.9312 20.7488 0.0211 -0.0185 0.0092
O 9.1555 8.392 16.4492 -0.0031 0.0299 -0.0121
O 8.4267 6.6831 24.5956 -0.0018 0.0011 0.0028
O 8.3618 1.857 15.8793 0.0149 -0.0043 -0.0163
O 8.236 2.5034 22.9062 0.0236 -0.005 0.0159
O 4.1565 3.0598 19.2496 -0.0052 0.0202 0.0088
O 4.8143 9.6201 13.579 0.0027 -0.0139 0.0002
O 2.3039 -0.392 14.7104 -0.0043 0.0019 0.0046
O 3.9421 4.3908 16.9109 0.0165 -0.0066 0.0086
O 1.0626 4.4914 21.071 -0.0253 0.0157 -0.0207
O 10.0739 0.4166 22.8549 0.003 0.0068 0.0292
O 0.15 5.6275 18.8427 0.0105 -0.0081 0.0191
O 3.9986 6.5867 21.9084 0.0035 0.0104 -0.0162
O 6.2002 -0.7712 20.1673 0.0027 -0.0048 0.007
O 6.1229 8.3357 15.4284 0.0096 -0.0043 -0.0252
O 1.7926 3.0646 17.9342 0.0144 0.0094 0.0001
O 6.9826 7.0919 13.2225 0.0226 0.0183 0.0128
O 10.8388 7.8326 24.7205 0.0152 0.0047 0.0148
O 1.2352 10.4932 19.9362 0.0185 0.0102 -0.0144
O 14.4473 1.6174 11.1393 0.002 0.0235 0.0191
O -6.9621 -4.149 27.066 0.0171 0.0061 -0.0181
O 4.9896 0.7898 26.3442 -0.0005 0.0094 -0.0057
O -7.5818 6.3037 9.9587 0.0156 -0.0141 0.0754

Results
free energy: -160142.725 eV
free energy less fixed offsets of O -569.03, Si -635.61 eV per atom: -4.585 eV

The program warned: the cutoff lies below the one the program advises for these potential files; the exchange-correlation potential is rough where the density is thin.
